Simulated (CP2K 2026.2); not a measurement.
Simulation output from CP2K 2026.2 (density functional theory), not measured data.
Periodic cell of 510 atoms, Si360O150, from a study of silicon, its oxide and their interface. The atomic structure is a simulated model.
Doubt: the forces sum to 1.64 eV/angstrom along one axis rather than to zero, so they err by at least 0.0032 eV/angstrom per atom on average; the grid cutoff is modest.

Settings: functional PBE; method Gaussian and plane waves; basis set DZVP-MOLOPT-SR-GTH; pseudopotentials GTH-PBE; grid cutoff 300 Ry, relative cutoff 40 Ry; k points Gamma only; occupations fixed; spin none; net charge 0.

Cell vectors (angstrom)
a 16.32 0 0
b 0 16.32 0
c -1.303 1.9208 34.152

Atoms and the computed forces on them: element, x, y, z (angstrom), force x, y, z (eV/angstrom)
Si -1.624 -1.032 0.051 0.107 -0.15 0.72
Si 0.878 2.012 0.107 -0.274 0.051 0.68
Si -0.906 3.649 0.231 0.204 -0.213 0.551
Si 1.554 6.535 0.1 -0.054 0.154 0.777
Si -2.638 5.061 -1.738 0.063 0.001 0.062
Si 1.013 -8.057 -2.351 0.078 -0.003 0.021
Si 2.711 -2.939 -0.637 0.063 0.211 0.55
Si -5.94 0.026 -7.282 0.013 0.079 -0.104
Si 3.763 4.363 0.05 0.203 -0.078 0.802
Si 6.281 7.327 0.14 0.014 0.025 -0.036
Si 4.569 9.027 0.102 0.122 -0.109 0.578
Si -9.088 -4.487 0.069 0.185 -0.245 0.55
Si -6.558 -1.653 0.094 -0.096 0.169 0.698
Si -3.848 1.106 0.334 -0.02 -0.005 0.747
Si 4.341 -7.272 -5.732 0.029 0.131 0.031
Si -5.263 5.587 -0.518 -0.285 -0.038 0.447
Si -7.314 -6.175 -0.089 -0.058 0.002 -0.033
Si -4.324 -3.846 0.141 0.071 -0.151 0.742
Si 0.01 0.121 1.295 0.019 0.022 -0.08
Si 2.653 2.805 1.426 -0.027 -0.022 -0.069
Si 0.032 5.406 1.47 -0.016 -0.021 -0.051
Si 2.767 8.119 1.349 0.007 -0.025 -0.077
Si -0.462 -5.958 1.262 -0.035 -0.032 -0.041
Si 3.199 -2.222 1.513 -0.017 0.013 -0.063
Si 4.913 -0.491 1.513 -0.024 -0.034 -0.043
Si -7.634 3.139 1.53 0.051 0.07 -0.012
Si 5.401 5.498 1.329 -0.037 -0.041 -0.052
Si -8.201 8.304 1.22 0.026 0.031 0.014
Si 5.492 -5.481 1.313 -0.004 0.01 -0.069
Si -8.158 -2.775 1.394 -0.011 -0.028 -0.042
Si -5.449 -0.09 1.502 0.013 -0.024 -0.019
Si -2.65 2.71 1.503 -0.007 0.046 -0.04
Si -5.977 4.933 1.566 -0.044 -0.079 -0.006
Si -2.268 8.554 1.361 0.045 0.069 -0.052
Si -5.561 -5.406 1.36 0.034 0.044 -0.037
Si -2.696 -2.698 1.358 0.004 0.04 -0.033
Si -1.316 1.341 2.845 0.024 0.01 -0.014
Si 1.38 4.117 2.889 -0.005 0.002 -0.01
Si -1.336 6.845 2.715 -0.041 0.011 -0.006
Si 1.309 9.477 2.613 -0.018 0.056 -0.002
Si -1.361 -4.171 2.605 0.045 -0.009 -0.015
Si 1.38 -1.265 2.661 -0.037 -0.046 0.016
Si 3.999 1.339 2.698 0.046 0.004 0.004
Si 6.828 4.127 2.647 0.02 -0.041 0
Si 4.069 6.782 2.797 0.015 -0.021 -0.034
Si 6.822 -6.774 2.767 0.017 -0.034 -0.034
Si 4.142 -4.062 2.663 -0.028 -0.006 0.024
Si -9.581 -1.419 2.712 0.016 0.033 0.025
Si -6.74 1.372 2.809 -0.038 -0.026 0.005
Si -4.12 4.051 2.758 -0.024 -0.001 0.017
Si -6.908 6.826 2.632 0.021 0.007 -0.055
Si -4.07 -6.786 2.608 0.017 -0.027 -0.024
Si -6.805 -4.064 2.83 -0.012 -0.008 -0.017
Si -4.047 -1.418 2.829 0.003 0.007 0.012
Si -2.696 -0.027 4.158 -0.028 -0.007 -0.024
Si 0.011 2.725 4.183 0.002 -0.016 0.012
Si -2.757 5.486 4.039 -0.008 0 0.001
Si 0.052 8.136 4.098 -0.017 0.015 -0.001
Si -2.764 -5.42 4.043 0.002 0.002 -0.012
Si 0.029 -2.757 3.944 0.021 0.009 -0.001
Si 2.659 0.05 4.136 -0.002 -0.015 -0.002
Si 5.458 2.706 3.98 -0.006 -0.002 0.024
Si 2.744 5.463 4.197 -0.016 0.007 0.024
Si 5.448 -8.15 4.099 -0.011 -0.012 -0.015
Si 2.684 -5.421 3.952 0.001 0.011 -0.013
Si 5.479 -2.796 4.133 -0.006 0.005 -0.004
Si -8.211 0.001 4.039 0.012 0.008 0
Si -5.368 2.67 4.193 -0.027 0.042 -0.021
Si -8.234 5.513 4.086 -0.003 -0.009 0.001
Si -5.432 8.134 3.963 0.029 -0.045 -0.002
Si -8.165 -5.437 4.148 0.001 0.033 0.006
Si -5.426 -2.739 4.172 0.008 0.024 0.005
Si -1.314 -1.428 5.412 0.004 -0.004 -0.006
Si 1.351 1.371 5.537 -0.026 0.043 0.041
Si -1.397 4.118 5.436 0.015 -0.007 0.024
Si 1.368 6.816 5.513 0.01 -0.019 0.028
Si -1.366 9.525 5.387 0.001 -0.01 -0.064
Si 1.37 -4.074 5.368 -0.006 0.001 0.023
Si 4.069 -1.373 5.409 0.023 0.001 -0.037
Si 6.779 1.364 5.409 -0.004 0.008 0.006
Si 4.126 4.046 5.435 0.005 -0.007 0
Si -9.547 6.822 5.492 -0.028 0.011 0.036
Si 4.046 -6.766 5.382 -0.006 -0.006 -0.002
Si -9.511 12.218 5.524 0.024 -0.028 0.032
Si -6.829 -1.341 5.435 0.001 0.002 -0.002
Si -4.037 1.326 5.54 0.039 -0.003 0.031
Si -6.811 4.107 5.405 0.006 -0.011 -0.051
Si -4.107 6.818 5.409 -0.005 0.008 0.022
Si -6.767 -6.834 5.402 -0.003 0 0.009
Si -4.068 -4.105 5.488 -0.031 0.007 0.024
Si -0.009 -0.039 6.82 -0.001 -0.013 -0.012
Si 2.749 2.728 6.828 0.01 0.004 -0.001
Si -0.019 5.445 6.818 -0.011 -0.007 0.002
Si 2.734 -8.12 6.811 0.009 -0.002 0
Si 0 -5.431 6.746 0.011 0.029 0.008
Si 2.715 -2.728 6.775 -0.017 -0.018 0.003
Si 5.426 -0.008 6.774 0.011 0.021 0.011
Si -8.164 2.73 6.765 -0.036 -0.003 0.005
Si -10.881 5.427 6.819 -0.013 -0.014 0.001
Si -8.141 8.166 6.803 0.016 -0.002 -0.001
Si -10.912 10.861 6.814 -0.004 0.004 -0.002
Si -8.152 -2.711 6.827 0.007 0.01 -0.004
Si -5.458 -0.017 6.829 -0.017 -0.012 -0.003
Si -2.7 2.739 6.842 -0.005 0.007 0
Si -5.451 5.447 6.785 0.024 0.018 0.007
Si -2.722 8.171 6.764 -0.026 -0.019 0.015
Si -5.44 -5.476 6.804 0.009 -0.01 -0.002
Si -2.694 -2.735 6.807 0.004 0.007 -0.004
Si -1.338 1.355 13.577 0.001 -0.008 -0.002
Si 1.398 4.09 13.598 0.005 0.002 -0.006
Si -1.335 6.829 13.589 0.003 -0.01 -0.013
Si 1.349 -6.788 13.601 -0.012 0.006 -0.011
Si -1.375 -4.088 13.62 0.004 0.003 0.001
Si 1.349 -1.356 13.611 0.013 -0.009 0.005
Si 4.083 1.384 13.634 0 -0.011 0.006
Si -9.532 4.058 13.62 0.017 -0.019 0.003
Si 4.091 -9.542 13.587 -0.008 -0.007 -0.003
Si -9.519 9.496 13.593 0.006 0.003 -0.003
Si 4.063 -4.086 13.597 0.007 0.005 -0.003
Si 6.777 -1.36 13.588 -0.005 0.011 -0.004
Si -6.843 1.337 13.568 -0.002 0.017 -0.016
Si -4.075 4.105 13.557 -0.011 -0.004 -0.004
Si -6.798 6.8 13.614 -0.008 0.008 0.007
Si -4.066 9.52 13.631 0.009 -0.002 0.006
Si -6.792 -4.095 13.591 0.008 -0.004 0
Si -4.092 -1.382 13.582 -0.007 0.01 -0.008
Si -2.72 -0.01 14.905 0.019 0.02 0.005
Si 0.049 2.706 14.93 0.021 -0.013 -0.001
Si -2.722 5.485 14.91 -0.002 -0.008 -0.002
Si 0.018 8.174 14.983 -0.001 -0.007 -0.013
Si -2.713 -5.441 15.02 0.001 0.021 -0.004
Si -0.011 -2.725 14.967 -0.009 -0.008 0.004
Si 2.687 0.034 14.968 -0.017 0.012 0.014
Si 5.442 2.724 15.037 0.007 0.018 0.021
Si 2.762 5.434 14.988 -0.002 -0.02 -0.013
Si 5.456 -8.209 14.951 0.01 -0.004 -0.007
Si 2.693 -5.429 14.963 -0.007 0.013 -0.002
Si 5.425 -2.726 14.943 0.006 -0.005 -0.017
Si -8.21 0.002 14.961 0.004 0.004 -0.008
Si -5.463 2.724 14.852 0.002 -0.005 -0.016
Si -8.165 5.424 14.958 -0.009 -0.002 0.009
Si -5.417 8.141 14.981 0.004 -0.018 0.012
Si -8.161 -5.455 14.938 -0.027 0.005 -0.006
Si -5.442 -2.74 14.965 0.01 -0.006 0.001
Si -1.35 -1.324 16.299 0.006 -0.01 -0.011
Si 1.38 1.399 16.4 0.011 0.004 -0.003
Si -1.344 4.097 16.175 0.016 0.003 -0.014
Si 1.427 6.835 16.314 0.004 0.029 0.009
Si -1.348 -6.82 16.383 0.028 -0.014 -0.001
Si 1.313 -4.095 16.355 0.007 0.005 0.023
Si 4.047 -1.352 16.269 -0.005 -0.026 -0.021
Si -9.51 1.361 16.403 -0.01 0.002 0.03
Si 4.079 4.082 16.429 0.009 0.012 -0.017
Si -9.56 6.711 16.352 -0.009 -0.004 0.015
Si 4.09 -6.813 16.245 0 0.006 -0.033
Si -9.529 -4.092 16.288 0.024 -0.007 -0.026
Si -6.864 -1.396 16.274 -0.059 -0.003 0.009
Si -4.135 1.354 16.177 -0.003 0.017 0.011
Si -6.747 4.077 16.262 -0.008 -0.001 -0.02
Si -4.031 6.808 16.364 0.004 0.016 0.015
Si -6.817 9.491 16.297 -0.009 0.032 0.002
Si -4.071 -4.059 16.374 0.003 -0.017 0.009
Si -0.04 0.044 17.707 0.003 -0.018 -0.01
Si 2.757 2.723 17.841 0.032 -0.007 0.009
Si 0.022 5.423 17.529 0.041 -0.032 0.004
Si 2.827 8.187 17.69 0.016 -0.086 0
Si 0.019 -5.499 17.777 0.003 0.014 -0.002
Si 2.678 -2.677 17.638 0.018 0.013 -0.001
Si 5.358 -0.034 17.687 -0.007 -0.02 -0.001
Si -8.063 2.775 17.683 -0.005 -0.015 -0.03
Si 5.437 5.397 17.857 0.01 0.001 0.014
Si -8.165 8.078 17.624 0.006 0.044 -0.032
Si 5.428 -5.475 17.595 0.018 0.006 0.031
Si -8.215 -2.738 17.681 0.012 -0.008 -0.016
Si -5.504 0.008 17.53 -0.009 0.006 0.002
Si -2.752 2.739 17.437 -0.009 0.016 -0.022
Si -5.366 5.372 17.661 0.005 -0.044 -0.033
Si -2.7 -8.148 17.791 0.007 0.045 -0.015
Si -5.491 -5.453 17.665 -0.015 0.004 -0.021
Si -2.663 -2.659 17.701 -0.033 -0.024 -0.018
Si -1.52 1.456 18.899 -0.001 -0.033 0.007
Si 1.266 4.127 19.042 -0.017 -0.014 0.017
Si -1.249 6.722 18.999 -0.03 0.001 0.015
Si 1.486 -6.835 19.12 -0.064 -0.004 0.028
Si -1.328 -4.069 19.089 -0.048 0.011 0.017
Si 1.371 -1.286 19.048 -0.054 0.066 0.058
Si 4.153 1.325 19.22 0.025 0.056 0.033
Si -9.425 4.013 19.162 -0.001 -0.073 0.039
Si 4.082 6.842 19.205 -0.027 0.001 -0.015
Si -9.56 9.425 18.92 -0.016 -0.027 -0.024
Si 4.046 -4.089 18.893 -0.01 0.027 0.055
Si 6.724 -1.384 19.032 -0.028 -0.006 -0.048
Si -6.712 1.367 19.006 0.033 0.03 -0.038
Si -3.958 4.002 18.981 0.019 0.065 0.071
Si -6.772 6.705 18.944 -0.012 0.029 0.104
Si -4.146 -6.758 19.095 0.036 -0.038 0.036
Si -6.861 -4.1 19.034 0.014 0.019 0.01
Si -4.131 -1.241 18.909 0.009 -0.086 0.017
Si -3.23 0.485 20.234 -0.008 0.051 0.039
Si -0.581 3.186 20.191 0.013 0.009 0.053
Si 1.277 7.146 25.409 0.079 -0.008 -0.058
Si 0.521 7.645 20.254 0.312 -0.195 -0.573
Si -4.831 -7.709 -7.362 -0.06 -0.02 -0.042
Si 0.078 -2.696 20.403 0.423 -0.408 -0.294
Si 2.529 0.183 20.536 0.122 -0.13 -0.788
Si -10.139 2.037 20.333 0.082 -0.06 -0.664
Si 3.021 5.134 22.413 -0.229 0.185 -0.606
Si 5.538 8.211 20.555 0.001 -0.045 0.021
Si 2.831 -5.372 20.435 0.025 0 0.009
Si 5.335 -2.81 20.348 0.008 -0.012 0.029
Si -8.421 0.274 20.205 -0.019 -0.05 0.125
Si -4.937 2.316 20.321 0 -0.017 0.067
Si -8.037 5.417 20.483 -0.387 0.35 -0.33
Si -5.495 -8.248 20.349 -0.341 0.44 -0.382
Si -8.228 -5.566 20.268 0.044 -0.032 -0.01
Si -5.371 -2.719 20.232 -0.151 0.069 -0.547
Si -1.897 -0.578 21.845 -0.408 0.251 -0.393
Si 0.107 1.799 21.914 -0.179 0.303 -0.579
Si -2.201 4.985 20.278 0.091 -0.259 -0.543
Si 2.218 5.865 20.333 0.002 0.03 0.021
Si -0.009 -7.745 23.232 0.024 0.131 -0.068
Si 1.764 -3.727 21.79 0.077 0.074 0.007
Si 3.714 -2.207 22 -0.145 -0.646 -0.477
Si -6.435 1.315 24.096 -0.033 -0.011 -0.013
Si 5.415 3.285 22.992 -0.127 0.024 0.043
Si -8.913 7.268 21.743 0.106 0.14 -0.546
Si 4.66 -6.209 21.746 0.005 0.022 -0.022
Si 6.383 -4.55 21.492 -0.075 -0.024 -0.011
Si -7.376 -0.919 21.982 -0.253 0.238 -0.551
Si -2.448 -2.403 24.251 0.016 -0.047 -0.097
Si -5.832 3.668 22.092 0.339 -0.278 -0.482
Si 0.086 4.625 26.403 0.092 0.072 0.001
Si -7.247 -7.28 21.564 -0.254 -0.205 -0.467
Si -3.127 -4.997 20.327 0.201 -0.146 -0.708
Si -7.91 -1.307 -5.321 -0.006 0.067 0.061
Si -3.751 3.841 -6.748 0.118 -0.031 -0.079
Si 2.229 6.678 -6.042 0.073 -0.178 0.049
Si -10.757 -2.855 -1.887 0.023 -0.072 0.148
Si -3.94 6.141 22.443 0.054 -0.017 -0.073
Si -6.714 -3.557 -4.076 -0.144 -0.006 0.045
Si -0.495 7.933 -5.042 0.047 0.044 0.127
Si -1.072 -1.565 -2.995 0.027 0.084 0.161
Si -4.411 1.25 26.231 -0.152 -0.073 0.041
Si -6.245 -5.346 23.642 -0.096 -0.214 0.04
Si -0.678 -5.457 -5.878 0.064 0.145 -0.086
Si 0.473 -5.282 -0.861 -0.227 -0.201 0.628
Si 4.004 6.958 24.589 0.009 -0.003 -0.08
Si 3.867 -4.402 -6.978 0.03 -0.018 0.085
Si -10.869 -5.331 26.502 -0.042 -0.052 -0.093
Si -3.669 3.246 -3.728 0.055 0.013 0.053
Si -7.645 -7.884 -3.606 0.291 0.507 0.199
Si -2.508 6.644 -6.786 -0.022 0.106 -0.07
Si -1.575 1.798 -7.212 -0.115 0.033 0.134
Si -5.631 1.762 -2.1 -0.086 -0.137 0.061
Si 4.365 -2.339 -4.6 0.059 -0.036 0.036
Si -7.837 4.387 -5.596 0.451 -0.418 -0.362
Si -10.457 0.028 -0.54 -0.248 -0.136 0.511
Si 7.691 -3.511 23.086 -0.421 -0.185 -0.307
Si 4.013 -6.279 24.015 0.243 0.011 -0.664
Si 1.453 3.178 24.199 0.054 0.069 -0.047
Si -2.782 -8.114 24.496 -0.123 0.008 -0.151
Si 1.151 -4.977 23.716 0.134 0.424 -0.645
Si 4.046 -7.893 -2.858 0.069 -0.01 0.187
Si -3.185 7.769 -0.688 0.084 0.045 0.617
Si -3.221 -5.252 23.24 0.07 -0.031 0.019
Si 4.53 -1.529 24.939 0 0.01 -0.077
Si -9.644 5.737 24.319 -0.029 0.132 -0.054
Si -0.026 -2.976 25.913 -0.042 0.009 -0.073
Si -10.595 2.937 -4.974 0.004 0.019 0.016
Si -8.292 2.155 -0.481 0.264 0.178 0.571
Si -1.47 1.229 -4.061 0.053 0.002 -0.024
Si -3.64 -5.818 -2.201 -0.128 0.072 0.138
Si 2.729 3.737 -5.096 0.005 -0.002 0.088
Si -10.85 2.689 -1.818 -0.009 -0.043 0.12
Si 3.912 1.584 25.004 0.107 -0.036 0.004
Si -9.839 7.022 -2.158 -0.044 0.046 0.591
Si -5.452 -4.756 -6.556 -0.084 -0.168 -0.055
Si 1.947 -1.264 -3.061 0.045 0.105 0.133
Si -9.42 -2.866 25.968 0.019 -0.017 -0.019
Si 1.511 1.736 -3.03 -0.016 0.009 0.022
Si -7.477 7.443 -6.459 0.01 0.041 0.116
Si -6.725 -6.072 -2.46 -0.502 -0.58 0.387
Si -1.311 -4.437 -3.273 0.097 -0.069 0.081
Si -10.615 -0.04 -6.098 0.046 -0.003 0.044
Si -7.343 5.587 -2.884 -0.01 0.06 0.038
Si -6.598 -0.914 -2.822 -0.053 -0.025 0.077
Si -6.629 3.114 -7.249 -0.373 0.226 0.559
Si -2.736 -3.618 -7.428 0.122 0.028 0.015
Si -1.351 1.349 8.179 0.004 -0.001 -0.002
Si 1.365 4.088 8.164 0.005 -0.002 -0.006
Si -1.377 6.815 8.156 -0.003 0.008 0.004
Si 1.352 -6.773 8.148 -0.006 0.002 0.004
Si -1.34 -4.093 8.152 -0.001 -0.011 0.011
Si 1.365 -1.381 8.164 0.004 0.004 0.008
Si 4.088 1.345 8.164 -0.003 -0.006 0.008
Si -9.511 4.072 8.158 0.008 0.001 0.01
Si 4.08 6.807 8.16 -0.005 -0.006 -0.006
Si -9.523 9.512 8.163 -0.006 -0.004 -0.008
Si 4.064 -4.081 8.163 -0.003 0.012 0.008
Si -9.532 -1.354 8.159 0.005 0.002 0
Si -6.815 1.371 8.155 0.014 0.011 0.01
Si -4.09 4.094 8.167 -0.015 -0.004 0.011
Si -6.795 6.8 8.163 0.002 -0.016 0.008
Si -4.071 -6.813 8.157 0.007 0.004 0.004
Si -6.794 -4.096 8.161 -0.001 0.006 -0.012
Si -4.076 -1.38 8.162 -0.006 0.002 -0.003
Si -2.731 -0.005 9.525 -0.018 0.014 0.004
Si 0.022 2.712 9.526 0.02 -0.013 0
Si -2.725 5.454 9.526 0.004 0.001 0.001
Si -0.003 -8.147 9.508 -0.008 -0.001 0.004
Si -2.711 -5.447 9.506 -0.006 -0.002 -0.001
Si 0.004 -2.734 9.522 -0.002 -0.002 -0.005
Si 2.722 -0.01 9.518 0.004 0.003 -0.002
Si -10.875 2.712 9.509 0.002 -0.012 -0.005
Si 2.717 5.455 9.521 -0.013 0.018 0.006
Si -10.872 8.147 9.53 0.02 -0.023 -0.003
Si 2.706 -5.433 9.531 -0.007 0.008 0.001
Si -10.888 -2.72 9.522 -0.002 0.011 0.009
Si -8.173 0.005 9.516 -0.016 -0.002 0.002
Si -5.449 2.724 9.52 -0.006 0.01 0.01
Si -8.156 5.435 9.515 0.005 -0.006 0.002
Si -5.431 -8.164 9.518 0.011 0.004 -0.005
Si -8.168 -5.439 9.524 0 0.017 -0.003
Si -5.432 -2.743 9.521 0.011 -0.022 0.004
Si -1.366 -1.375 10.873 0.008 0 -0.004
Si 1.378 1.354 10.889 0.004 -0.01 0.005
Si -1.345 4.088 10.87 -0.005 -0.009 -0.004
Si 1.358 -9.506 10.876 0.001 -0.005 -0.002
Si -1.358 -6.792 10.875 -0.01 0.012 -0.012
Si 1.354 -4.076 10.899 -0.006 0.009 0.011
Si 4.074 -1.359 10.886 -0.011 0.005 -0.002
Si -9.538 1.354 10.879 0.005 0.02 0.008
Si -12.232 4.08 10.861 0.005 -0.009 -0.012
Si -9.509 6.786 10.886 0.002 -0.009 0.003
Si -12.247 9.512 10.877 0 0.006 -0.009
Si -9.528 -4.082 10.889 0.003 -0.007 0.002
Si -6.806 -1.371 10.86 0.012 0.002 -0.011
Si -4.087 1.361 10.883 0 -0.008 0.013
Si -6.812 4.077 10.882 -0.004 0.008 0.004
Si -4.078 6.813 10.891 -0.017 0.004 0.015
Si -6.794 -6.803 10.874 0.002 -0.015 -0.003
Si -4.072 -4.102 10.878 0.009 0.007 -0.004
Si 0.002 -0.015 12.223 -0.015 -0.01 -0.006
Si 2.744 2.727 12.237 0.015 0.014 0
Si 0.016 5.446 12.242 -0.004 0.004 0
Si 2.716 -8.162 12.25 -0.001 -0.001 0.008
Si -0.013 -5.435 12.248 0.004 0 -0.002
Si 2.714 -2.711 12.249 0.007 0.007 0.004
Si 5.419 0.011 12.25 0.001 -0.014 -0.006
Si -8.187 2.714 12.23 -0.013 -0.02 -0.008
Si -10.871 5.42 12.236 0.006 0.007 -0.006
Si -8.146 8.155 12.236 0.011 0.009 -0.002
Si -10.891 10.867 12.245 -0.013 -0.008 0.005
Si -8.16 -2.72 12.242 -0.001 0.011 0.001
Si -5.455 -0.014 12.228 -0.007 0.003 0.005
Si -2.704 2.728 12.226 0.009 0.017 -0.001
Si -5.453 5.451 12.226 -0.002 -0.019 -0.002
Si -2.711 8.179 12.244 0.015 0.008 -0.003
Si -5.428 -5.458 12.244 0.001 0.006 -0.007
Si -2.723 -2.739 12.237 -0.014 -0.019 -0.009
O 2.119 -1.686 -1.498 -0.038 0.294 0.13
O -9.619 -3.887 -1.382 0.003 -0.087 -0.609
O 0.777 7.162 -1.191 -0.533 0.019 -0.283
O -1.035 -1.524 -1.379 0.296 -0.248 -0.101
O 2.478 -5.793 24.159 -0.09 -0.144 0.445
O 1.956 4.548 23.488 -0.343 0.277 0.308
O -2.644 -1.307 23.086 -0.384 0.093 0.039
O 1.252 7.869 23.96 0.505 0.018 -0.113
O -0.066 8.121 21.701 -0.448 -0.003 0.256
O -2.644 -5.6 21.767 0.408 -0.218 0.017
O -1.022 -1.775 21.191 0.008 -0.179 -0.153
O -0.854 0.56 22.331 0.039 -0.108 0.302
O 3.221 -0.669 21.751 0.233 0.22 0.115
O 4.13 3.946 22.245 0.034 -0.129 -0.489
O -9.878 4.464 23.356 0.491 0.139 -0.558
O -4.584 7.113 21.327 -0.001 -0.161 0.107
O -1.046 -2.102 25.013 0.212 0.304 0.268
O -4.186 -3.78 20.707 0.018 0.093 0.07
O -6.69 -6.782 23.037 0.203 -0.183 0.657
O 0.055 -6.128 23.332 -0.595 0.2 -0.049
O -2.793 0.05 -0.337 -0.027 0.143 -0.561
O -6.842 0.114 23.11 -0.068 0.041 0.285
O -7.17 -1.104 -1.32 -0.646 0.328 -0.138
O -5.396 -2.721 -0.378 -0.196 -0.237 -0.364
O 1.426 1.919 -1.433 -0.019 -0.052 -0.019
O 2.564 2.023 24.255 -0.111 -0.366 -0.042
O -6.534 1.505 -6.985 -0.218 0.016 -0.045
O 3.727 6.452 23.066 0.455 0.543 -0.46
O 4.831 -5.296 25.01 0.305 0.395 0.086
O -1.276 7.986 24.01 0.062 -0.758 -0.065
O -9.213 -0.838 -6.115 0.022 -0.122 -0.28
O -5.123 -6.094 -2.735 0.041 -0.233 -0.536
O -4.78 -4.889 23.189 -0.054 0.614 -0.403
O 2.257 0.312 -3.295 0.504 0.048 -0.315
O -3.93 4.7 -0.815 0.084 -0.589 0.195
O -7.164 -4.192 23.01 0.319 0.131 -0.238
O -1.068 -6.998 -5.632 -0.358 -0.185 0.161
O 2.644 5.445 -0.459 0.068 -0.294 -0.592
O -5.138 3.677 -7.529 0.039 0.065 -0.143
O -10.869 -2.833 -3.5 0.613 -0.116 -0.366
O -3.131 -7.196 -1.552 0.35 0.078 -0.023
O -10.25 2.256 21.954 0.096 -0.477 0.242
O -5.681 -4.337 -5.022 0.198 -0.518 0.157
O -9.482 3.097 -1.051 0.031 0.907 0.202
O -1.433 4.157 26.436 -0.057 -0.071 -0.125
O 5.083 1.156 -1.427 -0.612 0.001 -0.226
O -9.003 -5.784 -7.275 -0.008 0.279 0.418
O 3.608 -2.371 25.954 0.08 -0.222 -0.024
O -7.911 -2.898 -4.966 -0.305 -0.319 0.091
O -2.608 -5.407 -3.37 -0.098 -0.244 -0.569
O -6.809 7.062 -3.309 0.616 0.015 -0.164
O -3.159 -6.59 24.124 -0.263 0.071 0.061
O -4.996 0.942 24.749 0.169 -0.32 -0.2
O 2.785 6.569 25.578 0.098 -0.266 0.507
O -2.579 2.13 -3.317 -0.069 -0.053 0.424
O -1.569 1.43 -5.648 -0.174 -0.159 -0.012
O 4.255 -7.016 -1.503 -0.304 0.506 -0.198
O -7.787 -7.858 -5.222 -0.058 0.544 -0.167
O 4.105 0.007 24.8 -0.036 0.037 -0.331
O 3.762 -5.921 -6.419 -0.198 0.048 -0.335
O -5.958 -2.317 -3.338 0.684 -0.063 0.309
O 4.311 3.592 -5.387 -0.121 0.298 -0.618
O 5.329 6.2 25.091 -0.067 -0.072 0.542
O -8.439 -1.939 22.682 -0.449 0.3 0.041
O 0.495 -5.51 -6.971 0.165 -0.33 0.113
O -9.678 -6.422 26.468 -0.091 -0.023 -0.496
O 0.009 1.664 -3.606 0.001 0.284 -0.083
O -4.3 -3.843 -7.188 -0.144 0.264 -0.401
O -4.657 1.859 -0.838 -0.276 0.415 -0.275
O -9.064 -3.671 24.624 -0.278 -0.471 0.15
O -4.727 7.158 -0.571 -0.178 0.194 0.093
O -6.121 -1.825 21.407 0.164 0.168 0.237
O -1.799 -0.295 -3.65 -0.401 -0.112 -0.066
O -6.348 2.719 23.298 -0.188 0.2 0.324
O 4.318 3.697 -1.332 -0.234 0.277 -0.424
O -7.112 4.416 21.416 -0.003 -0.265 0.193
O -7.877 5.915 -6.161 -0.095 -0.069 -0.238
O -3.076 4.684 -3.252 0.218 0.508 -0.305
O -7.206 4.51 -4.084 0.589 -0.648 0.135
O -7.153 2.031 -1.629 -0.102 -0.052 -0.373
O -3.371 7.977 -7.111 0.431 0.12 -0.068
O 2.376 5.33 -5.13 -0.222 0.184 0.565
O 4.408 -2.242 23.482 0.296 -0.183 0.187
O 4.718 -0.859 -5.131 -0.157 0.548 0.341
O 1.708 -4.231 -0.648 0.187 -0.029 0.031
O -10.421 1.467 -5.601 0.428 0.12 -0.055
O -7.284 -4.623 -2.996 -0.556 0.193 -0.01
O -3.922 3.2 -5.295 -0.199 -0.211 0.018
O -6.35 -5.454 25.235 0.106 -0.038 0.036
O 0.854 7.447 -5.757 0.045 0.356 -0.476
O -4.334 -0.07 -7.026 0.053 0.31 0.518
O -4.906 4.861 22.732 0.029 -0.017 0.5
O 0.944 -8.102 26.548 0.039 0.206 -0.095
O -7.774 -0.533 -3.888 -0.279 0.484 0.109
O -9.099 -8.027 -2.878 -0.339 0.432 0.211
O 0.996 -6.591 -1.666 0.168 -0.055 -0.219
O -3.653 -4.599 -1.14 -0.039 0.186 -0.094
O 3.41 7.743 -5.831 0.008 -0.132 0.116
O -3.492 5.407 -6.554 -0.092 0.276 0.263
O 0.26 2.596 23.305 -0.313 0.04 0.463
O -8.976 0.677 -0.222 0.298 -0.193 0.519
O -9.13 6.931 23.351 -0.077 0.312 0.102
O 4.206 -7.772 24.604 0.377 -0.059 0.007
O -10.28 -1.569 25.531 0.069 0.629 -0.026
O 4.95 7.06 -2.747 -0.325 -0.414 -0.209
O -0.155 8.091 -3.461 -0.363 -0.097 0.263
O -2.879 8.148 26.105 0.175 0.023 0.065
O -5.109 2.903 -3.095 -0.496 0.343 -0.438
O -8.942 5.708 -2.544 -0.389 -0.406 -0.14
O 2.312 2.973 -3.717 0.273 0.088 0.565
O 0.98 3.482 25.702 0.337 -0.412 0.377
O 2.479 8.038 -3.01 -0.102 -0.193 -0.618
O -10.613 -7.656 -6.494 0.117 -0.236 0.226
O 1.913 2.976 -6.258 -0.234 -0.1 0.136
O -1.807 -2.914 -3.471 -0.469 0.068 -0.482
O -0.251 -4.85 -4.432 0.417 -0.076 0.093
O -6.777 -4.407 -7.402 -0.226 0.414 0.061
O -6.437 5.22 -1.593 -0.256 -0.175 -0.026
O -2.408 -3.958 23.782 0.32 -0.113 0.154
O 4.147 -3.365 -1.277 0.026 -0.331 -0.036
O 5.094 2.462 24.342 0.326 0.033 0.423
O -2.577 3.038 -7.508 0.008 0.075 -0.32
O -0.623 -4.564 -1.814 -0.449 0.543 0.173
O -1.379 4.167 -1.271 0.151 0.012 -0.427
O -5.916 7.53 -6.851 0.306 -0.647 0.294
O -3.672 7.041 23.775 -0.229 -0.101 0.459
O -10.385 -1.355 -1.383 0.345 0.059 -0.408
O 4.311 -3.399 -5.804 0.006 -0.181 0.24
O -7.493 1.516 25.317 -0.568 -0.099 0.12
O 0.197 5.961 25.511 -0.272 0.219 -0.123
O -3.698 -2.215 25.24 -0.169 0.007 -0.3
O 3.807 1.918 26.566 -0.488 0.498 0.047
O -10.587 2.806 -3.38 0.31 -0.041 -0.172
O -2.574 5.522 21.802 0.464 -0.205 0.526
O -5.036 -6.317 -6.566 0.267 -0.103 0.503
O 0.611 -4.144 24.997 -0.143 -0.027 0.21
O -9.367 3.849 -5.485 -0.332 0.224 -0.414
O 1.136 -2.05 26.541 0.066 0.643 0.228
O -2.461 -2.022 -7.299 0.679 -0.053 0.198
O -2.338 6.639 -1.515 0.671 -0.012 -0.325
O -3.288 2.394 26.121 0.465 -0.149 -0.536
O 1.511 1.216 21.297 0.204 0.161 0.051
O 4.521 -7.017 -4.137 0.145 0.309 -0.05
O -1.642 6.858 -5.432 0.029 -0.359 0.51
O -6.639 -1.007 -6.269 0.036 -0.034 0.106
O -1.886 -4.515 -6.39 -0.132 -0.013 0.408
O -8.637 5.316 25.478 0.088 -0.01 -0.129
O 0.448 -1.593 -3.527 0 -0.056 -0.434
O 2.913 -2.211 -3.924 -0.285 -0.343 0.055
O -5.53 0.299 -2.797 0.593 -0.082 -0.23

Results
total energy: -104287.408 eV
total energy less fixed offsets of O -438.25, Si -107.07 eV per atom: -4.708 eV
